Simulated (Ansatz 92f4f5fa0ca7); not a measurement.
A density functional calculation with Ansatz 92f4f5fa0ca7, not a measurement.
Periodic cell of 224 atoms, Si133O90H1, from a study of silicon, its oxide and their interface. The atomic structure is a simulated model.
Doubt: the cutoff is far below the 930 eV that the study's wrapper takes by default for these files, so forces and energies are approximate.

Settings: functional PBE; potential files Ansatz PAW; basis plane waves; wave-function cutoff 580 eV; density cutoff ratio 5; exchange-correlation grid ratio 1; k mesh 1 x 1 x 1, Gamma-centred; self-consistency stop 5e-08 eV per atom in the density residual; occupations fixed; spin none; net charge +1 e, with a uniform compensating background and no finite-size correction.

Cell vectors (angstrom)
a	10.938	0	0
b	0	10.938	0
c	0	0	32.4941

Atoms: element, x, y, z (angstrom)
Si	0.3081	-0.1793	25.0473
Si	5.219	0.4617	25.0358
Si	2.9205	2.6455	25.1239
Si	7.9549	2.9834	25.0091
Si	-0.1858	5.7555	25.0168
Si	5.7466	5.2525	25.038
Si	2.5316	8.5079	24.9809
Si	8.4994	7.9989	24.9477
Si	1.3984	1.3949	26.407
Si	6.8345	1.4538	26.4078
Si	4.1423	4.1723	26.4022
Si	9.5847	4.1348	26.2931
Si	1.3882	6.9148	26.3366
Si	6.8956	6.8726	26.3024
Si	4.1427	9.6489	26.2669
Si	9.6021	9.6005	26.3033
Si	2.7644	-0.0047	27.7288
Si	8.204	0.0039	27.6855
Si	-0.024	2.7514	27.6971
Si	5.4489	2.766	27.7711
Si	2.7194	5.5108	27.7071
Si	8.2136	5.4744	27.707
Si	-0.0131	8.2255	27.7228
Si	5.4713	8.2213	27.6528
Si	4.1018	1.3673	29.0758
Si	9.5708	1.3673	29.0758
Si	1.3673	4.1018	29.0758
Si	6.8362	4.1018	29.0758
Si	4.1018	6.8362	29.0758
Si	9.5708	6.8362	29.0758
Si	1.3673	9.5708	29.0758
Si	6.8362	9.5708	29.0758
Si	0	0	30.4431
Si	5.469	0	30.4431
Si	2.7345	2.7345	30.4431
Si	8.2035	2.7345	30.4431
Si	0	5.469	30.4431
Si	5.469	5.469	30.4431
Si	2.7345	8.2035	30.4431
Si	8.2035	8.2035	30.4431
Si	1.3673	1.3673	31.8103
Si	6.8362	1.3673	31.8103
Si	4.1018	4.1018	31.8103
Si	9.5708	4.1018	31.8103
Si	1.3673	6.8362	31.8103
Si	6.8362	6.8362	31.8103
Si	4.1018	9.5708	31.8103
Si	9.5708	9.5708	31.8103
Si	2.7345	0	0.6835
Si	8.2035	0	0.6835
Si	0	2.7345	0.6835
Si	5.469	2.7345	0.6835
Si	2.7345	5.469	0.6835
Si	8.2035	5.469	0.6835
Si	0	8.2035	0.6835
Si	5.469	8.2035	0.6835
Si	4.1018	1.3673	2.0507
Si	9.5708	1.3673	2.0507
Si	1.3673	4.1018	2.0507
Si	6.8362	4.1018	2.0507
Si	4.1018	6.8362	2.0507
Si	9.5708	6.8362	2.0507
Si	1.3673	9.5708	2.0507
Si	6.8362	9.5708	2.0507
Si	0	0	3.418
Si	5.469	0	3.418
Si	2.7345	2.7345	3.418
Si	8.2035	2.7345	3.418
Si	0	5.469	3.418
Si	5.469	5.469	3.418
Si	2.7345	8.2035	3.418
Si	8.2035	8.2035	3.418
Si	1.365	1.4018	4.8003
Si	6.8619	1.3443	4.8102
Si	3.9863	4.1247	4.7834
Si	9.5727	4.0762	4.857
Si	1.3489	6.8223	4.8061
Si	6.9353	6.7605	4.7767
Si	4.175	9.4769	4.6684
Si	9.5431	9.6097	4.7895
Si	2.6839	-0.2429	5.9438
Si	8.1978	0.0051	6.2775
Si	-0.0475	2.6841	6.2779
Si	5.4098	2.7232	6.0807
Si	2.5684	5.3964	6.2661
Si	8.2166	5.3923	6.3257
Si	-0.0707	8.1687	6.1288
Si	5.5172	8.1402	6.0133
Si	4.0053	1.1719	7.1198
Si	9.9199	0.9958	7.6425
Si	1.0936	4.1155	7.771
Si	6.4942	4.2299	7.5217
Si	4.3627	6.542	7.2359
Si	9.2412	7.1997	7.5377
Si	1.2198	9.631	7.445
Si	6.9076	9.3681	7.474
O	9.6186	6.8562	24.5444
O	4.018	1.5196	24.6502
O	7.9965	8.2072	7.879
O	3.4801	1.1528	8.6473
O	6.8329	4.1075	24.5224
O	1.3876	9.6166	24.5016
O	5.4173	5.4301	7.8611
O	0.1852	-0.1075	7.8214
O	6.8089	3.3882	8.912
O	6.2598	9.9603	8.8763
O	9.9178	7.1607	9.0497
O	1.9118	9.1648	8.8713
O	5.8388	1.2133	10.2276
O	1.9783	3.2333	8.8149
O	9.6789	1.3872	9.2139
O	3.887	7.4931	8.4589
O	7.928	8.5842	23.5253
O	8.5082	2.2199	23.6661
O	5.0654	5.9137	23.7055
O	2.3091	3.3146	23.758
O	10.6421	0.6302	23.7581
O	0.447	5.1809	23.6174
O	3.2177	7.855	23.6365
O	5.5285	14.1458	19.3837
Si	11.4854	2.3666	20.9031
Si	7.9142	9.3853	22.103
Si	2.4744	5.1408	13.5785
Si	12.4191	7.3652	16.8837
Si	0.0816	-4.7255	9.759
Si	11.0553	8.8829	14.8345
Si	-1.2268	-5.0073	17.7927
Si	1.6695	4.4746	22.8052
Si	4.7045	10.9634	17.0394
Si	7.0167	5.8113	16.5003
Si	5.8676	2.8445	10.1535
Si	2.8919	9.2724	18.7405
Si	7.9337	3.8008	11.868
Si	9.2332	1.0911	10.7653
Si	9.3128	1.6306	15.9796
Si	2.8209	4.6879	16.6227
Si	-3.6897	3.4785	14.7367
Si	6.5041	10.6643	10.339
Si	16.163	4.5354	18.5034
Si	5.0674	7.249	19.9166
Si	-1.5023	1.1862	22.8098
Si	2.4048	2.3149	12.5794
Si	5.511	10.929	22.0119
Si	0.2906	6.9297	12.8082
Si	13.9752	2.3821	9.6673
Si	11.1628	3.2353	17.8885
Si	8.2122	7.9762	19.4686
Si	-6.0405	1.3946	14.3552
Si	-2.0875	-1.2328	16.8254
Si	3.0573	7.873	12.4181
Si	-5.7464	1.6371	19.5687
Si	-0.1037	0.6879	13.3934
Si	3.9326	6.6488	22.7936
Si	2.8117	0.3932	20.8202
Si	13.6461	7.8695	9.4774
Si	6.3675	8.6173	15.5691
Si	5.3464	-1.3428	13.0374
O	6.6326	5.0286	17.8684
O	-0.3095	-4.6519	11.3831
O	6.6496	4.8975	15.2236
O	2.2539	10.0241	20.0322
O	0.0205	4.8446	8.8307
O	1.0809	3.8109	21.4462
O	1.6343	6.6535	9.6181
O	-5.3049	0.0888	13.7312
O	14.351	6.4056	13.0809
O	8.7417	11.3274	16.8747
O	5.4569	9.6965	16.3636
O	-1.2585	1.1749	14.4434
O	2.5138	3.9405	12.4732
O	6.0981	8.4762	13.9583
O	2.901	4.4748	14.9984
O	6.3593	3.47	11.553
O	3.6682	1.7311	13.373
O	15.1312	4.1543	17.2996
O	-2.8007	13.6955	15.8952
O	0.9217	5.6771	13.6407
O	7.895	9.1164	15.662
O	0.4844	2.4175	19.277
O	4.6433	5.7498	19.414
O	8.2072	5.2327	11.1606
O	11.0334	6.594	17.1516
O	2.7929	5.5646	22.3688
O	9.1585	6.6895	19.128
O	1.4364	8.0094	12.3777
O	-5.36	0.7429	18.2391
O	8.0729	-0.0606	10.7001
O	11.4213	-0.7252	13.9622
O	4.3307	3.3305	9.9169
O	4.2008	8.3943	19.1497
O	8.6177	6.0673	16.5869
O	1.5984	3.8709	17.2995
O	-0.6703	7.8016	13.8157
O	5.9804	2.5778	14.3257
O	2.7012	6.2931	16.8631
O	10.0539	4.3933	18.1933
O	4.3773	1.1172	15.8717
O	3.5065	8.041	10.8633
O	3.7706	-1.7925	13.1316
O	8.5948	10.8504	22.2722
O	-2.733	3.7957	13.464
O	10.0269	2.0144	21.5402
O	8.6754	8.5572	20.924
O	-4.9727	1.1442	20.9312
O	5.8422	-1.2228	11.4836
O	1.4619	8.1304	15.4211
O	2.4216	1.7641	11.0276
O	6.6417	7.5314	19.579
O	1.7057	-2.5692	18.1286
O	1.5503	12.1264	21.4387
O	8.8126	2.5685	11.2614
O	3.305	-0.5401	17.6352
O	8.4757	-1.839	18.2918
O	10.3137	-1.6421	16.229
O	-0.3177	2.2216	16.7362
O	1.0564	1.8298	13.3308
O	6.3573	-1.3514	21.6225
O	15.6198	7.2725	21.502
O	5.9341	0.2272	23.5723
O	-4.764	7.1913	16.3258
O	3.587	1.4425	19.8291
O	3.8833	-0.1561	21.9387
O	10.3056	0.4959	11.8487
H	9.015	5.7289	11.4077

Results
free energy: -135757.272 eV
free energy less fixed offsets of H -15.97, O -568.88, Si -635.61 eV per atom: -5.972 eV

Forces (eV/angstrom), in the order of the atoms: element, x, y, z
Si	-0.0043	0.001	0.022
Si	0.0106	0.0104	-0.0118
Si	-0.0102	0.0117	0.0123
Si	-0.0088	0.0037	0.0032
Si	-0.0147	0.012	0.0152
Si	-0.0013	-0.001	0.023
Si	-0.002	0.0027	0.0055
Si	-0.0022	0.004	0.0325
Si	0.0134	-0.01	-0.0035
Si	-0.0025	0.0016	0.0015
Si	0.0078	-0.0062	-0.0061
Si	-0.0057	0.0072	0.0015
Si	-0.011	0.0087	0.001
Si	0.015	-0.0129	-0.0023
Si	-0.0081	-0.0015	0.0016
Si	0.0117	-0.0149	-0.0055
Si	-0.012	0.0053	-0.0155
Si	-0.0001	0.0012	-0.0017
Si	-0.0007	0.0001	0.0009
Si	-0.0001	0.0065	-0.0079
Si	0.0029	-0.0028	0.0003
Si	-0.0046	0.0084	-0.016
Si	-0.0071	0.0016	-0.0186
Si	0.0024	-0.0021	-0.0018
Si	-0.0196	-0.0242	0.3774
Si	-0.0774	0.0174	-0.0779
Si	-0.0708	0.0769	-0.1408
Si	0.124	0.2212	0.2658
Si	0.0842	0.2589	-0.1603
Si	0.021	-0.0006	0.1026
Si	0.0646	0.0361	0.1188
Si	-0.0269	-0.0264	-0.2429
Si	0.0748	0.0042	-0.0299
Si	-0.007	0.0163	0.0047
Si	0.0478	-0.0413	-0.0136
Si	-0.0116	0.0134	-0.0088
Si	-0.0126	0.034	0.0005
Si	0.0958	0.0195	-0.0189
Si	0.0251	0.0258	-0.0112
Si	0.0148	-0.0372	-0.0322
Si	-0.0503	0.0267	0.0075
Si	0.013	0.018	0.0105
Si	-0.0486	0.0077	-0.0417
Si	0.0114	-0.0264	-0.0262
Si	0.0457	0.0343	-0.0033
Si	-0.0389	0.0181	-0.0045
Si	-0.0218	-0.0053	-0.0431
Si	-0.0142	0.0168	-0.0281
Si	0.0401	-0.0232	0.0188
Si	0.0378	-0.0603	0.0222
Si	-0.0285	0.0272	0.0111
Si	0.0103	-0.0148	-0.0008
Si	0.0716	-0.0299	0.0331
Si	0.0037	0.0414	0.0168
Si	-0.0091	-0.0555	-0.0051
Si	-0.0029	0.002	0.0321
Si	-0.0068	0.0368	0.0377
Si	0.0621	0.0453	0.0188
Si	-0.08	-0.0536	-0.0058
Si	-0.0992	-0.0985	0.0207
Si	-0.1255	-0.0213	-0.061
Si	0.0038	0.1036	0.008
Si	-0.0163	-0.0039	0.0215
Si	-0.0297	-0.0291	-0.0033
Si	-0.0834	0.1516	0.0817
Si	0.3589	0.1528	-0.2325
Si	-0.1647	-0.1082	-0.289
Si	0.0428	0.0903	0.2705
Si	-0.1222	-0.1869	0.2638
Si	-0.0563	-0.0712	0.2636
Si	-0.2513	-0.546	-0.3716
Si	0.2767	-0.0465	-0.093
Si	-0.01	-0.0212	0.0037
Si	-0.0042	-0.0091	0.0119
Si	-0.0116	0.0318	0.0327
Si	-0.0104	-0.0027	0.0077
Si	-0.0014	-0.0135	0.0251
Si	0.0191	-0.0155	0.0178
Si	-0.0091	-0.0038	0.0021
Si	0.0005	-0.01	0.0515
Si	0.0513	0.0665	0.0326
Si	0.0225	0.0226	-0.0338
Si	0.0141	0.0131	-0.024
Si	0.031	0.0196	-0.0001
Si	0.0275	-0.0186	-0.06
Si	0.0264	0.0402	-0.0137
Si	-0.0062	0.0175	-0.0284
Si	-0.0127	-0.0087	-0.0392
Si	-0.0437	-0.0309	-0.2883
Si	-0.0222	-0.0426	0.0103
Si	-0.0301	0.0309	0.0769
Si	-0.0209	-0.0145	0.0101
Si	0.0124	-0.0564	0.0209
Si	-0.0019	-0.0765	0.0425
Si	-0.0029	0.011	0.0247
Si	0.0689	-0.0451	0.109
O	0.0089	-0.0067	-0.022
O	-0.0014	-0.0143	0.0046
O	-0.0416	0.0934	-0.0219
O	-0.057	0.0423	0.3353
O	0.006	-0.0063	-0.0126
O	0.0061	-0.0036	-0.0113
O	-0.0044	0.046	-0.0042
O	0.0048	-0.0138	-0.0258
O	0.0293	0.0106	-0.0578
O	0.0428	-0.0405	-0.1845
O	0.0235	-0.0231	-0.0301
O	0	0.0023	-0.0094
O	-0.0515	0.0808	0.0327
O	0.0394	-0.0532	-0.0515
O	-0.0149	0.0025	0.0578
O	0.0062	0.0096	-0.0032
O	-0.0001	0.0005	-0.0078
O	0.0005	0.0009	-0.0005
O	-0.0027	0.0029	-0.0092
O	0.0037	-0.0037	-0.0075
O	0.0002	0	-0.0067
O	0.0042	-0.0019	-0.0026
O	-0.0049	0.0032	0.0022
O	0.0056	0.0012	-0.0032
Si	0.0008	-0.0039	0.0018
Si	-0.0012	-0.0014	0.0034
Si	0.0004	-0.0042	-0.0076
Si	-0.0005	-0.0002	-0.001
Si	-0.0184	0.0079	-0.0232
Si	-0.0013	0.0011	-0.0053
Si	0.0046	0.0025	0.0029
Si	-0.0016	-0.0052	-0.0014
Si	-0.0018	-0.005	0.0106
Si	-0.0059	0.0105	0.0137
Si	-0.048	-0.052	-0.0054
Si	-0.0006	-0.0021	-0.0002
Si	0.0577	0.0226	-0.1173
Si	-0.0016	0.0064	0.0139
Si	-0.0007	-0.0025	-0.0036
Si	-0.0048	-0.002	-0.0037
Si	0.0229	-0.0257	0.0115
Si	0.0491	-0.0052	0.0551
Si	-0.0026	-0.0015	0.004
Si	-0.0023	0.0004	-0.0008
Si	0.0014	-0.0005	0.0001
Si	-0.018	0.0308	-0.0027
Si	-0.0006	0.0008	-0.0024
Si	-0.0001	0.0016	0.001
Si	0.0176	0.0287	-0.0177
Si	-0.0005	-0.0007	-0.0035
Si	-0.0007	0.001	0.0015
Si	0.0029	-0.0116	-0.0265
Si	-0.0016	0.0012	-0.0049
Si	0.0044	-0.0018	-0.0019
Si	-0.0002	-0.0019	0.0023
Si	-0.0132	-0.0051	0.004
Si	0.006	-0.0019	0.0014
Si	-0.0011	0.0008	0.0015
Si	-0.0128	-0.0095	0.0247
Si	-0.0061	-0.0021	-0.0049
Si	0.0129	0.018	0.0196
O	0.006	0.0044	-0.0002
O	0.0193	0.0076	-0.003
O	-0.0302	0.0293	-0.0073
O	0.0024	0.0004	-0.0032
O	0.0159	-0.0019	0.023
O	0.0013	0.0046	0.0027
O	-0.0053	0.0208	-0.0037
O	-0.018	0.0161	0.0111
O	-0.0005	0.0062	0.0024
O	-0.002	-0.0022	-0.0001
O	-0.0006	-0.0015	-0.0022
O	0.0009	-0.0013	0.0019
O	-0.0047	0.0052	0.0022
O	0.0102	-0.0103	0.0052
O	0.0016	0.0018	0.0082
O	0.1125	0.0551	0.0298
O	0.0426	-0.0194	0.0373
O	-0.0065	-0.0018	-0.0047
O	0.005	-0.0032	0.0027
O	-0.0057	0.0051	0.0008
O	0.0174	0.0047	0.0068
O	-0.0003	0.0014	-0.0019
O	-0.0009	0.0029	0.0028
O	-0.0181	-0.1454	0.0556
O	0.0009	0.0005	0.0005
O	0.0001	0.0019	-0.0036
O	-0.0007	0.0005	0.0013
O	-0.0105	-0.0001	0.0027
O	0.0025	-0.0021	-0.001
O	0.07	0.0457	-0.0439
O	0	-0.0037	0.0056
O	-0.0287	-0.0284	-0.0306
O	-0.0026	-0.0009	-0.0016
O	0.0204	0.0061	-0.0042
O	0.0022	0.0025	-0.0021
O	-0.0011	-0.0003	0
O	-0.0423	-0.0187	-0.0128
O	-0.0011	0.0004	0.0004
O	-0.002	-0.0044	-0.0006
O	-0.0044	0.0116	-0.0057
O	-0.0053	-0.0011	-0.0187
O	-0.0336	-0.005	0.0077
O	0.0005	0.0025	-0.003
O	0.0293	0.0051	-0.0427
O	-0.0026	-0.0001	-0.0001
O	-0.0011	0.0005	-0.0036
O	0.0005	-0.0013	0.0019
O	-0.0179	-0.0508	0.0313
O	-0.0014	0.0002	0.0015
O	-0.001	-0.0091	-0.0496
O	0.0004	0	-0.0036
O	0.0026	0.0028	0.0019
O	0.0012	0.0002	-0.004
O	-0.1185	0.0528	0.0634
O	-0.002	-0.0022	0.0027
O	0	-0.001	-0.0029
O	-0.0019	0.0007	0.0015
O	0.0014	0.002	0.0022
O	-0.0145	0.0042	0.0177
O	-0.0023	0.0025	-0.0018
O	-0.0026	-0.0007	-0.0006
O	-0.0013	0.0009	0.0033
O	-0.0101	0.0031	-0.0024
O	-0.0021	0.0004	-0.0009
O	-0.0009	0.0014	-0.0026
O	-0.0528	0.0256	-0.0526
H	-0.0585	-0.0456	0.0017

The program warned: the cutoff lies below the one the program advises for these potential files; the exchange-correlation potential is rough where the density is thin.
